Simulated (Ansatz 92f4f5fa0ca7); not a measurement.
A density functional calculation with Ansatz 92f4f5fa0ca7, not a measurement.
Periodic cell of 220 atoms, Si132O88, from a study of silicon, its oxide and their interface. The atomic structure is a simulated model.
Doubt: the cutoff is far below the 930 eV that the study's wrapper takes by default for these files, so forces and energies are approximate.
This geometry differs little from another in the collection (a relaxation step or a small displacement).

Settings: functional PBE; potential files Ansatz PAW; basis plane waves; wave-function cutoff 580 eV; density cutoff ratio 5; exchange-correlation grid ratio 1; k mesh 1 x 1 x 1, Gamma-centred; self-consistency stop 5e-08 eV per atom in the density residual; occupations fixed; spin none; net charge 0.

Cell vectors (angstrom)
a  10.938  0  0
b  0  10.938  0
c  0  0  32.5389

Atoms and the computed forces on them: element, x, y, z (angstrom), force x, y, z (eV/angstrom)
Si  -0.2982  0.1725  25.0311  0.0061  -0.0098  0.0122
Si  5.642  -0.1608  25.0634  -0.0059  0.0063  0.0187
Si  2.7186  3.2457  24.7399  0.0072  -0.009  -0.0019
Si  8.5165  2.4983  25.0586  -0.0025  -0.0005  0.0008
Si  0.229  5.1454  25.0909  -0.0029  0.004  0.0091
Si  5.3272  5.7107  24.929  0.0072  -0.0085  0.0044
Si  3.078  7.9357  25.0202  -0.0072  0.0074  0.017
Si  7.7637  8.4721  25.1504  0.0089  -0.0021  0.0158
Si  1.2605  1.1573  26.4786  -0.0039  -0.0051  -0.0008
Si  6.8628  1.3829  26.3538  -0.0009  -0.0017  0.0044
Si  4.1471  4.2076  26.3222  0.0004  -0.0007  0.0017
Si  9.6402  4.0161  26.4575  -0.0018  0.002  0.0018
Si  1.3928  6.8238  26.3034  -0.0018  0.0039  0.0012
Si  6.7694  6.8228  26.4294  0.0035  0.0018  0.0003
Si  4.1349  9.5407  26.3912  -0.0026  -0.0013  -0.0015
Si  9.485  9.5451  26.3437  -0.006  0.0062  0.0007
Si  2.7516  -0.0721  27.7835  0.0038  -0.0009  0.006
Si  8.1984  0.0105  27.761  0.0037  0.0003  -0.0051
Si  0.0446  2.6854  27.8154  -0.0049  -0.0009  0.0048
Si  5.4613  2.7532  27.6939  -0.0007  -0.0014  0.008
Si  2.7345  5.4872  27.742  0.0037  -0.0019  0.0033
Si  8.2211  5.454  27.7317  0.0022  -0.0029  0.0041
Si  -0.0009  8.1994  27.6914  0.0045  -0.003  0.0018
Si  5.4566  8.194  27.8049  -0.0039  0.0013  0.0025
Si  4.1018  1.3673  29.1206  0.0414  0.057  -0.3148
Si  9.5708  1.3673  29.1206  -0.0722  -0.2229  0.3413
Si  1.3673  4.1018  29.1206  0.306  0.0883  0.1459
Si  6.8362  4.1018  29.1206  -0.0571  -0.0092  -0.2721
Si  4.1018  6.8362  29.1206  -0.2498  -0.0519  0.3146
Si  9.5708  6.8362  29.1206  0.0904  0.0389  -0.3001
Si  1.3673  9.5708  29.1206  -0.1992  -0.4247  0.0855
Si  6.8362  9.5708  29.1206  0.0896  0.0494  0.1712
Si  0  0  30.4879  -0.0984  -0.0159  -0.0052
Si  5.469  0  30.4879  0.0362  0.0302  -0.0085
Si  2.7345  2.7345  30.4879  -0.0029  0.0636  0.0051
Si  8.2035  2.7345  30.4879  0.0113  -0.0413  -0.024
Si  0  5.469  30.4879  0.0194  0.0153  -0.0142
Si  5.469  5.469  30.4879  -0.0219  0.0095  -0.0344
Si  2.7345  8.2035  30.4879  -0.1203  -0.1236  0.043
Si  8.2035  8.2035  30.4879  0.0145  0.0492  -0.0134
Si  1.3673  1.3673  31.8551  0.0049  -0.0348  -0.0229
Si  6.8362  1.3673  31.8551  0.0309  -0.0196  -0.0227
Si  4.1018  4.1018  31.8551  0.039  -0.0142  -0.0057
Si  9.5708  4.1018  31.8551  -0.0402  0.0108  -0.0278
Si  1.3673  6.8362  31.8551  0.0711  0.0235  -0.0075
Si  6.8362  6.8362  31.8551  0.0066  -0.0127  -0.0177
Si  4.1018  9.5708  31.8551  -0.0409  0.028  -0.0211
Si  9.5708  9.5708  31.8551  0.0432  -0.0096  0.0022
Si  2.7345  0  0.6835  0.0333  -0.0027  0.0057
Si  8.2035  0  0.6835  -0.0662  0.0747  -0.0326
Si  0  2.7345  0.6835  0.0001  0.0062  0.0473
Si  5.469  2.7345  0.6835  -0.0374  0.0158  0.0386
Si  2.7345  5.469  0.6835  -0.1184  0.0573  -0.0308
Si  8.2035  5.469  0.6835  0.0871  -0.0308  0.0007
Si  0  8.2035  0.6835  -0.0595  -0.0316  0.0394
Si  5.469  8.2035  0.6835  0.0306  -0.0125  0.0451
Si  4.1018  1.3673  2.0507  -0.057  -0.0648  0.0475
Si  9.5708  1.3673  2.0507  -0.1087  -0.1875  -0.0479
Si  1.3673  4.1018  2.0507  0.2041  0.12  -0.0339
Si  6.8362  4.1018  2.0507  0.0761  0.0823  0.0475
Si  4.1018  6.8362  2.0507  -0.0508  -0.1234  -0.0308
Si  9.5708  6.8362  2.0507  -0.0935  -0.006  0.0079
Si  1.3673  9.5708  2.0507  0.1043  0.1232  0.0449
Si  6.8362  9.5708  2.0507  0.162  0.0901  -0.0165
Si  0  0  3.418  -0.244  0.2013  -0.1985
Si  5.469  0  3.418  -0.1189  -0.0173  0.1031
Si  2.7345  2.7345  3.418  -0.0047  0.3212  -0.1536
Si  8.2035  2.7345  3.418  -0.0446  -0.2571  0.1918
Si  0  5.469  3.418  0.2679  0.1093  0.091
Si  5.469  5.469  3.418  -0.2618  0.1154  -0.0262
Si  2.7345  8.2035  3.418  0.2233  0.0137  0.3015
Si  8.2035  8.2035  3.418  0.0771  -0.0273  -0.5739
Si  1.2423  1.5144  4.7365  0.003  -0.0091  -0.0053
Si  6.8204  1.3407  4.818  0.0008  0.0016  -0.0036
Si  4.1425  4.0649  4.814  0.0035  0.0001  0.0034
Si  9.5713  4.1163  4.7624  -0.0036  -0.0027  -0.0028
Si  1.4178  6.8237  4.8266  -0.0019  -0.0013  -0.0068
Si  6.7403  6.9698  4.73  0.0055  -0.0006  -0.0033
Si  4.091  9.6112  4.834  0.0005  0.0003  -0.0023
Si  9.636  9.4828  4.7437  0.0028  -0.0061  0.0006
Si  2.6316  0.1598  5.9841  -0.0043  -0.0007  0.0113
Si  8.2365  -0.1136  6.041  -0.0073  0.0068  -0.0047
Si  -0.0116  2.8978  6.284  0.0126  0.0267  -0.011
Si  5.4899  2.7006  6.2745  0.0009  0.0045  0.0091
Si  2.8513  5.5067  6.201  -0.0077  -0.0017  -0.0112
Si  8.1559  5.5661  5.9006  -0.0001  -0.0003  0.0066
Si  0.0914  8.2121  6.2169  -0.0016  0.0038  0.007
Si  5.545  8.3517  6.3049  -0.007  0.0049  -0.009
Si  3.6941  1.6371  7.4686  0.014  -0.007  -0.0195
Si  9.7148  1.1278  7.2761  -0.0229  -0.0151  0.0285
Si  1.6502  4.0804  7.6401  -0.0088  0.001  -0.0021
Si  6.7643  4.404  7.3482  0.0031  -0.0137  -0.0224
Si  4.5194  6.6173  7.4985  0.0041  0.0042  0.0234
Si  9.3578  6.9669  7.3036  0.0095  -0.001  -0.0163
Si  1.1295  10.0044  7.4131  0.0111  -0.0098  -0.024
Si  7.3028  9.3649  7.7128  0.0109  -0.0035  0.0236
O  1.4025  4.181  24.4206  -0.0011  0.0017  -0.0059
O  6.7285  9.6228  24.5373  0.0028  -0.0043  -0.0125
O  2.6755  2.8306  8.0499  -0.0012  0.0038  0.0112
O  8.3206  8.0829  7.927  -0.0072  0.0106  0.0049
O  5.6278  5.4576  7.9141  -0.0095  0.0064  0.01
O  -0.0862  0.0901  7.9005  0.0004  -0.0001  0.0118
O  4.187  6.8317  24.4474  -0.003  0.0009  -0.009
O  9.5915  1.3511  24.5218  -0.0068  0.0092  -0.0076
O  1.9922  9.6679  8.7876  0.004  -0.001  0.0098
O  1.2038  4.953  9.0091  -0.0011  0.0041  0.0029
O  8.5898  1.4894  8.4307  0.009  -0.0028  -0.0129
O  7.1371  9.9091  9.2966  0.0021  -0.0055  -0.0076
O  4.0096  0.593  8.7195  -0.0013  -0.0072  0.0077
O  4.0551  7.218  8.956  0.0092  0.0044  0.0092
O  7.749  3.952  8.608  0.0043  0.0015  0.0102
O  9.8306  5.9716  8.5112  0.0035  -0.004  0.0091
O  2.2691  1.808  25.3405  0.0075  0.0092  -0.0084
O  3.4551  2.8686  23.3306  0.0023  -0.0033  0.0044
O  7.9949  3.2914  23.7217  -0.0004  0.0004  0.004
O  10.1759  5.6132  23.838  0.0001  -0.0047  -0.001
O  8.2713  7.5795  23.8556  -0.004  -0.0037  -0.0074
O  2.4735  8.7296  23.6922  0.0046  -0.0002  -0.0019
O  7.5219  4.3576  21.3476  0.0015  -0.0005  -0.0008
O  0.5044  10.5873  23.6592  0.0022  0.001  -0.0027
Si  3.1218  10.5045  9.6383  0.0026  -0.0046  0.0031
Si  7.7701  2.509  9.3744  -0.0017  0.0009  -0.0037
Si  3.135  3.6393  12.2612  0.002  -0.0005  0.0038
Si  4.5187  1.7771  22.7407  -0.0011  0.0041  -0.0026
Si  6.8283  3.8622  22.7402  0.002  0.0006  -0.0076
Si  6.1934  0.3771  16.0395  0.0019  0.0029  0.0026
Si  -0.2441  7.9337  20.7138  -0.001  0.0028  0.0035
Si  5.9305  6.6675  18.3141  -0.0002  -0.0041  -0.0005
Si  2.8405  6.4989  12.625  0.0124  -0.0003  -0.0038
Si  -2.1064  13.5004  13.9532  0.001  -0.0021  0.0058
Si  1.7891  2.9626  18.4487  -0.0008  -0.0034  -0.0024
Si  4.6788  5.1525  14.3128  0.0018  -0.0023  0.0008
Si  4.5458  7.89  10.3549  -0.0189  -0.0024  -0.0018
Si  7.2701  -5.9589  12.8435  0.0031  -0.0016  0.0045
Si  8.9328  9.9848  15.9217  0.0004  0.0011  0.0048
Si  0.9725  9.0941  23.1796  0.0005  0.0033  0.0046
Si  0.4645  -0.1259  14.3699  0.0011  0.0001  0.0081
Si  5.6312  2.8631  11.1656  0.004  -0.0052  -0.0085
Si  6.5422  11.5159  13.0381  0.0015  -0.0027  0.0048
Si  7.8094  4.658  19.7623  -0.0009  0.0019  0.0032
Si  7.1846  -1.7521  10.7994  0  0.005  -0.0014
Si  10.0169  2.7777  11.2551  -0.0118  0.0036  -0.0031
Si  0.6142  7.8898  14.0088  -0.0017  0.0014  0.0055
Si  8.8661  -1.7619  18.6057  0.0013  -0.0012  -0.0033
Si  5.9287  2.8572  18.0929  0.0018  0.0052  -0.004
Si  4.0382  1.1248  19.7944  -0.0033  -0.0008  -0.0005
Si  -1.5182  7.2597  11.8672  0.0048  -0.0021  0.0029
Si  8.2505  7.1384  16.5709  -0.0003  -0.0024  0.002
Si  10.9619  5.2833  19.154  0.001  -0.0009  -0.0014
Si  9.7184  7.0872  23.3346  0.0014  -0.0007  0.0056
Si  10.7925  5.575  16.0087  -0.0003  0  0.0004
Si  10.7535  5.4898  9.7501  -0.0022  -0.0032  -0.0034
Si  0.1355  2.5272  15.8683  -0.0005  -0.0024  0.0015
Si  5.7477  -1.2117  18.5183  0.0005  -0.002  -0.0042
Si  4.3891  4.408  17.3945  0.0069  0.001  0.0031
Si  12.3289  1.1766  11.7341  0.0062  -0.0075  -0.001
O  4.7321  4.7409  15.851  0  -0.0018  0.0024
O  9.6562  -0.9611  17.4014  0.0031  -0.0009  0.0009
O  7.9479  1.2851  13.4742  0.0016  0.002  -0.004
O  2.2823  5.0329  12.1145  0.0025  0.0059  0.0002
O  -6.8533  -7.5833  10.9513  -0.0014  0.0001  0.0042
O  5.8517  2.6209  22.352  -0.003  0.0007  0.0069
O  2.8743  3.8098  17.5574  -0.0044  -0.0024  0.0016
O  6.1424  7.9217  10.6828  0  0.0003  0.0001
O  -1.0995  10.5245  14.7032  0.0014  -0.0008  -0.0003
O  -0.3164  6.7001  10.8652  -0.003  0.004  0.005
O  13.5443  1.6934  19.1492  0.0027  0.0002  0.0017
O  9.4177  4.8759  19.5294  0.0024  0.0002  0.0011
O  -0.8302  7.8636  13.2304  0.0035  -0.0009  0.0005
O  -4.0177  5.9946  19.4289  0.0001  -0.0022  0.0009
O  -1.2857  7.1822  21.7234  0.0005  -0.0002  -0.0029
O  7.7747  0.136  16.0674  -0.0006  -0.0023  -0.0002
O  9.4863  2.336  15.4456  0.0012  0  -0.0028
O  11.2894  4.1161  15.411  0.0023  0.0014  0.0006
O  4.9017  0.5729  23.7817  -0.0038  0.0044  -0.0069
O  2.4639  11.3432  10.8394  -0.0005  0.0005  0.0045
O  6.0128  5.0438  23.5623  0.0009  -0.0029  0.0002
O  11.5329  2.4184  17.442  0.003  0.0005  0.0028
O  2.1188  2.407  12.5188  0  0.0018  -0.0002
O  7.3454  3.4643  18.7066  0.0022  0.0006  0.0032
O  11.8007  -2.1364  21.5721  -0.0026  -0.0048  -0.0066
O  4.1027  9.4493  10.3629  0.002  -0.0145  -0.0085
O  6.5562  15.09  11.6151  0.0009  0.002  0.0029
O  10.0665  2.7741  12.8848  0.002  -0.0017  0.0045
O  6.1046  5.7005  13.7296  0.0011  -0.0008  -0.0035
O  8.6324  8.4964  11.1358  -0.0007  -0.0016  -0.0009
O  1.6747  -3.3599  12.8222  0.0009  -0.0039  -0.0003
O  7.9525  3.9265  13.8965  0.0011  0.001  -0.0024
O  -2.588  8.4709  15.6076  0.0021  0.0012  0.0016
O  5.6142  12.59  12.2516  0.0021  -0.0013  0.0006
O  8.3577  6.0605  12.276  -0.0013  -0.0026  -0.0006
O  6.0184  1.8307  16.7937  0.0001  -0.0026  0.0008
O  11.8728  1.2414  15.1736  0.0004  -0.0004  -0.0029
O  11.3823  6.7029  19.884  0.0018  -0.0038  0.0022
O  -5.2008  11.1906  14.4584  0.0007  -0.0011  -0.0019
O  -0.0753  8.0891  23.9395  0.0021  0.001  0.0013
O  5.4423  8.1519  18.7534  0.0013  0.0007  0.0032
O  5.4855  -0.786  16.9474  0.0008  -0.0018  0.0037
O  4.6211  -0.3625  19.3665  -0.0003  0.0002  0.004
O  -4.1209  -0.7042  12.033  0.0006  0.0017  0.0016
O  4.5404  5.8155  18.2225  0.0021  0  0.0002
O  5.2474  2.1315  19.3911  -0.0005  -0.0024  0.0041
O  3.8633  1.1057  21.4106  -0.0013  -0.0006  0.0001
O  9.8473  9.0705  19.8919  -0.001  0.003  0.0036
O  0.6238  6.749  15.1788  0.0012  0.001  -0.0022
O  3.884  7.0284  11.532  0.0015  0.0095  -0.0022
O  3.5868  -4.6039  14.0685  -0.0051  0.0026  -0.0043
O  11.1721  1.7603  10.7351  0.0016  -0.0011  0.0022
O  0.2501  5.606  17.5755  -0.0006  -0.0006  0.0012
O  8.7538  7.6277  18.0601  0.0006  0.0009  0.0011
O  7.3801  -1.0642  18.8947  0.0015  -0.0016  0.0028
O  -1.7716  5.9193  15.9655  0.0044  -0.0015  -0.0006
O  11.6532  0.1471  12.7914  0.0008  0.0006  -0.0035
O  6.1977  2.2461  9.7479  -0.0031  0.0024  0.0066
O  6.7026  6.672  16.8408  0.0003  -0.0012  0.0031
O  1.0944  9.3211  14.6848  0.0043  -0.0029  -0.0003
O  10.205  4.2152  10.5688  0.0031  0.0005  -0.0015
O  8.5213  2.3392  10.8118  0.0078  -0.0006  0.0029
O  1.0416  4.0126  19.4973  -0.0015  0.0015  0.005
O  4.1617  3.8083  13.5245  0.0004  -0.0004  -0.0037

Results
free energy: -133960.665 eV
free energy less fixed offsets of O -568.88, Si -635.61 eV per atom: 1.295 eV

The program warned: the cutoff lies below the one the program advises for these potential files; the forces do not sum to zero within the program's tolerance; the exchange-correlation potential is rough where the density is thin.
